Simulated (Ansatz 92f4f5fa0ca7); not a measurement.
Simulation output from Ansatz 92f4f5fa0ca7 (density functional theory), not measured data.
Periodic cell of 224 atoms, Si128O64H32, with a vacuum gap, from a study of silicon, its oxide and their interface. The atomic structure is a simulated model.

Settings
functional: r2SCAN
potential files: Ansatz PAW
basis: plane waves
wave-function cutoff: 800 eV
density cutoff ratio: 5
exchange-correlation grid ratio: 1
k mesh: 1 x 1 x 1, shifted by 0.5 0.5 0 of a step
self-consistency stop: 1e-11 eV per atom in the density residual
occupations: fixed
spin: none
net charge: 0
applied field: sawtooth along c, amplitude -0.015 V/angstrom in the program's sign convention, ramp centred at 0.9877 of c and 0.0247 of c wide, no dipole correction

Cell vectors (angstrom)
a  10.88  0  0
b  0  10.88  0
c  0  0  40.5052

Atoms: element, x, y, z (angstrom)
Si  -0.4505  -4.9401  25.5256
Si  2.2219  -2.1591  25.6404
Si  -1.0001  1.0368  25.4573
Si  1.8217  -7.088  25.5608
Si  -6.4676  -4.4019  25.477
Si  -3.7294  -1.5876  25.4557
Si  4.8641  0.5517  25.5178
Si  -3.157  -7.5356  25.4361
Si  0.6119  -3.312  26.852
Si  3.373  -0.5826  26.9059
Si  0.6412  -8.7366  26.7527
Si  3.3406  -5.9415  26.8817
Si  -4.8109  -3.2661  26.7163
Si  -2.1356  -0.5134  26.7944
Si  6.0619  2.2005  26.6984
Si  -2.0582  -6.0181  26.8291
Si  -0.7687  -1.9059  28.1242
Si  1.9788  0.8094  28.1555
Si  -0.7059  -7.3892  28.1824
Si  1.974  -4.6222  28.2573
Si  4.7412  -1.9607  28.2078
Si  7.3982  0.8533  28.1535
Si  4.725  3.5269  28.1208
Si  -3.4516  -4.618  28.0966
Si  -2.1106  -3.27  29.4894
Si  0.6083  -0.5581  29.4914
Si  -2.098  2.164  29.5226
Si  0.6208  -6.0158  29.5544
Si  3.3547  -3.2722  29.569
Si  6.075  -0.5423  29.5187
Si  3.3534  2.1762  29.4936
Si  6.0769  -5.9841  29.4736
Si  1.3574  -1.3681  8.2728
Si  4.0877  1.3905  8.3045
Si  1.3924  4.0467  8.3148
Si  4.0834  -4.0862  8.2678
Si  6.7691  -1.3427  8.3123
Si  -1.3559  1.3563  8.2577
Si  6.7772  4.0634  8.2775
Si  -1.3718  6.7977  8.2697
Si  2.7089  0.0216  9.6106
Si  5.4335  2.7448  9.7048
Si  2.8025  5.3965  9.6504
Si  5.3871  -2.7168  9.6541
Si  -2.7488  0.0636  9.6289
Si  0.0258  2.6525  9.6432
Si  8.1296  5.4334  9.5979
Si  0.0009  -2.7384  9.6186
Si  1.3795  1.2942  11.0595
Si  4.1334  4.0962  11.1488
Si  1.4109  -4.1281  10.9126
Si  4.024  -1.3116  10.9883
Si  -4.0692  1.4234  11.0665
Si  -1.3668  4.0466  10.8841
Si  6.7383  -4.1193  10.9643
Si  -1.394  -1.3357  10.901
Si  -0.049  -0.1131  12.3652
Si  2.7286  2.6974  12.4489
Si  0.0457  -5.5272  12.187
Si  2.6439  -2.7111  12.3003
Si  5.4447  0.0065  12.36
Si  -2.6857  2.8338  12.3982
Si  5.529  5.4645  12.5648
Si  -2.7582  -2.7095  12.189
Si  0.8758  -1.87  13.6844
Si  4.1564  1.3677  13.7615
Si  1.0299  3.7977  13.6574
Si  4.286  -3.7088  13.625
Si  6.6281  -1.5948  13.6034
Si  -1.1615  1.5365  13.5926
Si  -3.4879  4.5686  13.8595
Si  -1.3258  -4.0963  13.355
Si  -0.7755  -4.9274  18.2527
Si  -1.402  -6.3719  20.6409
Si  -2.8605  0.0384  18.7004
Si  3.0174  2.0075  23.3666
Si  -0.6676  -4.1453  22.5819
Si  3.6722  -2.8439  20.8612
Si  0.278  0.5178  22.6579
Si  5.9672  -0.8698  20.7134
Si  4.7417  -8.0922  18.597
Si  3.4059  -3.2166  16.4428
Si  -3.2264  -2.5901  22.5718
Si  2.6495  -0.5365  15.8673
Si  1.4953  -2.0306  22.718
Si  -2.4337  -0.2555  15.8363
Si  5.6181  3.2627  15.8305
Si  5.1653  1.8156  21.4445
Si  3.9798  5.1643  17.3702
Si  -3.8682  -7.1539  22.4575
Si  5.2865  -4.7638  22.5009
Si  -0.5211  1.7325  19.9921
Si  1.3995  -3.1333  18.6223
Si  1.8384  1.5634  17.9989
Si  1.1463  4.2425  16.6752
Si  -1.1017  -2.0584  17.7721
Si  -0.7553  -4.6349  30.8652
Si  1.9752  -1.8985  30.8734
Si  -0.7446  0.7916  30.8659
Si  1.998  3.5166  30.8823
Si  4.7153  -4.6556  30.874
Si  -3.4504  -1.9096  30.8671
Si  4.7012  0.8111  30.8648
Si  -3.4535  -7.3379  30.8525
Si  0.6164  -3.2762  32.2146
Si  3.3377  -0.5423  32.2245
Si  0.6203  2.155  32.2152
Si  3.3517  -6.0002  32.2366
Si  -4.8165  -3.2754  32.2147
Si  -2.0916  -0.5642  32.2325
Si  -4.8087  -8.7008  32.2132
Si  -2.1097  -5.9946  32.2274
Si  -0.7319  -1.923  33.5817
Si  1.9787  0.8114  33.5745
Si  -0.7439  3.5147  33.5708
Si  1.9793  -4.6312  33.5752
Si  4.6985  -1.9179  33.5684
Si  -3.4519  0.8104  33.5737
Si  4.7129  -7.3532  33.5833
Si  -3.469  -4.6348  33.5741
Si  -0.0053  -0.0159  6.9187
Si  2.7297  2.7165  6.9267
Si  0.0134  5.4214  6.9526
Si  2.7132  -2.7311  6.9189
Si  5.4268  0.0117  6.9388
Si  8.1552  2.7218  6.918
Si  5.4427  5.4383  6.9204
Si  8.1449  -2.7016  6.9459
O  7.0091  3.9469  15.3411
O  -0.2411  -3.0402  14.0759
O  1.3788  4.483  15.093
O  -0.5508  0.3994  24.0329
O  -2.0742  -8.6872  25.0374
O  -1.0894  -4.4226  24.1206
O  5.8529  -6.1572  21.9437
O  -0.573  -5.4907  21.707
O  5.4751  -2.6599  14.0714
O  -4.4484  -8.6572  22.3677
O  -1.4069  -3.6316  17.5109
O  1.6903  1.2143  22.9699
O  7.7451  0.3843  17.1422
O  2.6064  -7.5707  24.2166
O  5.6352  2.4688  17.2564
O  4.1264  -4.2667  21.4879
O  5.1952  2.2974  14.6111
O  -3.0017  -2.1011  24.0942
O  5.9857  -0.523  24.9838
O  0.5383  -0.9408  22.0196
O  -1.7982  0.9295  14.9613
O  -4.2784  -0.1173  19.4367
O  -1.2659  -1.2606  16.3657
O  4.0286  1.0907  24.2309
O  4.3655  -4.1385  17.384
O  1.5896  -1.5657  24.2632
O  7.3485  -1.047  14.9577
O  0.3492  -1.9003  18.4905
O  -0.4878  -7.5353  19.9994
O  3.7921  -8.435  22.0188
O  3.419  -3.9487  14.9991
O  3.3045  0.5239  14.8577
O  4.7927  -5.0211  24.0209
O  -2.6373  -7.0109  21.4392
O  1.4512  -1.2971  15.0967
O  4.5286  4.452  16.0125
O  -4.3896  -3.6971  22.5458
O  1.938  -3.3017  17.1063
O  -1.8356  -5.4935  19.3404
O  -1.878  1.1699  19.3113
O  -0.5493  1.3181  21.5485
O  -0.0229  2.6111  14.0595
O  -3.6929  -1.3606  21.6455
O  2.0724  0.203  17.1682
O  -3.5249  -6.8224  24.0059
O  -1.8354  -3.1835  21.9986
O  5.0445  0.2128  21.472
O  1.169  2.6624  17.0199
O  -2.3543  -5.1381  14.1786
O  3.3181  -3.2477  25.1155
O  -0.268  4.8691  17.1616
O  0.5373  -4.4239  19.0779
O  4.6097  -6.4721  18.6438
O  0.8019  -3.4746  22.5357
O  2.9643  -2.0188  22.0592
O  3.7653  -1.6416  16.3234
O  2.3828  4.9458  17.4367
O  0.8224  1.2466  19.2217
O  -2.1665  -1.4212  18.8014
O  5.4601  -8.5351  19.95
O  0.6853  -6.0252  25.0607
O  4.9875  -2.0849  20.3099
O  3.2833  2.0829  18.5173
O  2.6115  -2.9505  19.6524
H  -1.5549  -2.7437  34.5142
H  0.0895  -1.1009  34.5142
H  2.8046  1.6291  34.507
H  1.1638  -0.0172  34.507
H  0.0778  4.3366  34.5033
H  -1.5573  2.6846  34.5033
H  2.7954  -3.8038  34.5076
H  1.1606  -5.4562  34.5076
H  5.5184  -1.0942  34.5008
H  3.8693  -2.7322  34.5008
H  -4.276  -0.0092  34.5061
H  -2.6208  1.6227  34.5061
H  3.8896  -8.1735  34.5158
H  5.5216  -6.5185  34.5158
H  -2.6407  -3.8195  34.5066
H  -4.2976  -5.4497  34.5066
H  0.8176  0.8048  5.9862
H  -0.8336  -0.8312  5.9862
H  3.5446  3.5451  5.9943
H  1.9082  1.8943  5.9943
H  0.8268  6.2514  6.0202
H  -0.8178  4.609  6.0202
H  1.8915  -3.553  5.9864
H  3.5318  -1.9061  5.9864
H  6.256  0.826  6.0064
H  4.6107  -0.8157  6.0064
H  8.9793  3.5413  5.9856
H  7.3353  1.8981  5.9856
H  6.266  6.2586  5.988
H  4.6167  4.6207  5.988
H  7.3362  -3.5363  6.0134
H  8.9735  -1.8867  6.0134

Results
free energy: -118878.885 eV
free energy less fixed offsets of H -15.71, O -570.45, Si -639.56 eV per atom: -3.685 eV

Forces (eV/angstrom), in the order of the atoms: element, x, y, z
Si  -0.0088  0.0092  -0.0336
Si  -0.0015  0.0111  -0.0336
Si  0.0008  -0.0028  -0.0355
Si  0.0045  -0.008  -0.0283
Si  0.0014  -0.0015  -0.036
Si  0.0049  -0.0021  -0.0357
Si  -0.0094  0.0009  -0.0287
Si  -0.0024  0.0043  -0.0376
Si  -0.0023  -0.0013  -0.0006
Si  0.0036  -0.0027  -0.0014
Si  -0.0021  -0.0035  0.0004
Si  -0.0074  0.0022  -0.0002
Si  -0.0069  0.0026  0.0011
Si  0.0035  0.0023  0.0007
Si  -0.0017  0.0029  0.0009
Si  0.0057  -0.0034  0.002
Si  0.001  0.0005  -0.0147
Si  -0.0032  0.0001  -0.0129
Si  0.0064  0.0003  -0.0122
Si  -0.006  0.0016  -0.0124
Si  0.0052  0.0036  -0.015
Si  -0.0029  -0.002  -0.011
Si  -0.0043  -0.0036  -0.0134
Si  -0.0015  0.0048  -0.0118
Si  -0.0024  -0.0028  0.0089
Si  -0.004  -0.0059  0.0066
Si  -0.0011  -0.007  0.0037
Si  -0.0031  0.0003  0.0076
Si  0  -0.003  0.006
Si  -0.0039  -0.0044  0.0026
Si  -0.0044  -0.0055  0.0059
Si  -0.0033  -0.0002  0.0101
Si  0.0063  0.0028  -0.1832
Si  0.0036  -0.0078  -0.1791
Si  -0.0124  0.0153  -0.1753
Si  -0.0064  -0.0057  -0.1899
Si  0.0077  -0.0042  -0.174
Si  -0.0061  -0.0025  -0.1898
Si  0.007  0.0071  -0.1882
Si  -0.0086  -0.0121  -0.1675
Si  -0.0078  0.0012  -0.0123
Si  -0.0062  0.0014  -0.0293
Si  -0.0052  -0.0006  -0.0239
Si  0.0044  0.0039  -0.0232
Si  0.0061  -0.0083  -0.0172
Si  0.0022  0.0013  -0.0243
Si  0.0089  0.0063  -0.0061
Si  -0.0094  -0.0017  -0.0154
Si  -0.0028  -0.0013  -0.0098
Si  -0.0023  0.0102  -0.0109
Si  0.0003  0.0045  -0.006
Si  -0.0022  -0.0064  -0.0041
Si  0.0074  -0.0088  -0.011
Si  -0.0086  0.0034  -0.0094
Si  0.0104  -0.0047  -0.0138
Si  0.003  0.0073  -0.0062
Si  0.0034  -0.0023  0.0126
Si  0.0034  -0.0096  0.0087
Si  -0.0006  -0.0032  0.0122
Si  0.0037  0.0013  0.0205
Si  -0.0044  -0.0007  0.0095
Si  0.01  0.0065  0.0235
Si  0.001  0.0103  0.0138
Si  -0.0006  -0.0034  0.0127
Si  -0.0064  0.0002  -0.0542
Si  -0.0078  -0.0017  -0.0599
Si  -0.0014  -0.0071  -0.0569
Si  0.0158  0.0025  -0.0431
Si  -0.0021  -0.0093  -0.0446
Si  0.0067  0.0043  -0.0489
Si  0.0006  0.0075  -0.0553
Si  0.0017  -0.0062  -0.0211
Si  0.0183  0.0008  -0.082
Si  0.0108  -0.0004  -0.0814
Si  0.0087  -0.001  -0.0868
Si  0.0065  -0.0018  -0.0724
Si  0.0019  -0.0038  -0.0777
Si  -0.0093  0.0032  -0.0882
Si  -0.0037  0.0035  -0.0883
Si  -0.0025  0.0131  -0.0711
Si  0.0015  0.0005  -0.0889
Si  0.0102  0.0021  -0.0782
Si  -0.0081  0.0085  -0.0776
Si  0.001  0.0023  -0.0779
Si  0.0071  -0.0097  -0.0721
Si  -0.0067  0.0101  -0.1006
Si  0.0156  0.0019  -0.0903
Si  0.0122  -0.012  -0.0889
Si  -0.0184  0.0045  -0.0632
Si  0.0088  -0.0108  -0.0848
Si  0.0007  0.0093  -0.0737
Si  0.0112  0.0106  -0.0813
Si  -0.0045  0.0026  -0.0854
Si  0.0088  0.0003  -0.0795
Si  0.009  0.0006  -0.0973
Si  -0.0002  0.0084  -0.0732
Si  -0.0085  -0.005  0.0184
Si  -0.0031  0.0022  0.022
Si  -0.0019  -0.0088  0.0225
Si  0.0138  -0.0077  0.0207
Si  -0.0065  0.0028  0.0242
Si  -0.0012  0.0023  0.0194
Si  -0.0091  0.0008  0.0163
Si  -0.0004  -0.0012  0.0242
Si  0.0061  0.0055  0.1831
Si  0.004  0.0022  0.1704
Si  -0.0001  0.0121  0.1788
Si  -0.0098  -0.0085  0.1742
Si  0.0098  0.0083  0.1804
Si  -0.0007  -0.0007  0.176
Si  -0.0334  -0.0385  0.1848
Si  0.0276  0.0307  0.1772
Si  -0.0258  0.0073  0.3426
Si  0.0176  -0.0373  0.3841
Si  0.0417  0.0444  0.2678
Si  0.0095  -0.0333  0.2703
Si  -0.0212  0.0436  0.2783
Si  -0.0184  -0.0324  0.261
Si  -0.0318  -0.0227  0.3475
Si  0.0478  0.0362  0.3612
Si  -0.0393  -0.0296  -0.4087
Si  0.018  0.0397  -0.3635
Si  -0.0155  -0.0001  -0.1896
Si  -0.0203  -0.0262  -0.3367
Si  0.0154  0.0034  -0.2487
Si  0.0137  -0.0122  -0.3237
Si  0.0083  -0.0003  -0.3943
Si  0.0096  -0.0074  -0.2807
O  -0.0181  -0.0121  0.0367
O  0.0028  0.0041  0.0213
O  -0.004  0.0054  0.0597
O  -0.0152  0.0046  0.0596
O  -0.0041  -0.004  0.0167
O  0.0028  -0.0168  0.062
O  -0.0004  0.0026  0.0242
O  0.0017  0.0213  0.0476
O  -0.0023  0.0077  0.0249
O  0.0107  0.0107  0.035
O  0.0078  -0.0098  0.0297
O  0.0098  0.0065  0.0241
O  -0.002  -0.0004  0.0648
O  -0.0143  0.0142  0.0473
O  -0.009  -0.01  0.0564
O  0.0176  -0.0128  0.0352
O  0.0056  0.0116  0.0462
O  -0.0069  0.0188  0.0611
O  -0.0026  -0.0039  0.0239
O  0.0025  0.0035  0.0236
O  -0.02  -0.0261  0.0456
O  -0.0181  -0.0085  0.0459
O  0.01  -0.0213  0.0515
O  0.0155  -0.0168  0.0513
O  0.013  -0.0093  0.0236
O  0.0058  0.0029  0.0564
O  0.0167  0.0155  0.0436
O  0.0112  -0.0008  0.0218
O  -0.0082  0.0159  0.028
O  -0.0158  0.0043  0.042
O  -0.006  0.0078  0.0593
O  -0.0181  -0.0135  0.0397
O  -0.0088  0.0085  0.0606
O  -0.0218  -0.0026  0.0399
O  0.0117  0.0129  0.0514
O  -0.0097  0.007  0.0389
O  -0.0009  -0.0046  0.0275
O  -0.0187  0  0.0509
O  -0.0101  -0.022  0.0462
O  0.0129  0.0162  0.0314
O  0.0079  -0.0181  0.0625
O  0.0047  0.0078  0.0282
O  0.0145  -0.0144  0.0423
O  -0.0049  0.0164  0.046
O  0.0063  -0.0062  0.067
O  -0.0005  0.002  0.0311
O  -0.0038  0.0006  0.0285
O  0.0044  -0.0182  0.0401
O  -0.007  -0.0079  0.0187
O  0.0034  -0.0062  0.0165
O  -0.0196  0.0178  0.035
O  0.0001  -0.0013  0.0228
O  0.0017  -0.0153  0.0397
O  -0.0004  0.0059  0.0288
O  -0.0184  0.0099  0.039
O  -0.0052  -0.0024  0.0258
O  -0.0068  0.0064  0.0267
O  -0.0256  0.0031  0.0467
O  -0.0146  0.0052  0.0291
O  0.003  -0.012  0.0704
O  0.0029  0.0019  0.0235
O  0.0013  -0.0046  0.0281
O  0.006  0.0041  0.0281
O  0.0305  0.0089  0.0629
H  0.3017  0.2897  -0.2603
H  -0.2872  -0.3089  -0.2622
H  -0.3199  -0.2716  -0.2643
H  0.2987  0.302  -0.2569
H  -0.2845  -0.2911  -0.2638
H  0.3172  0.3321  -0.2672
H  -0.3167  -0.303  -0.2597
H  0.2829  0.2911  -0.2658
H  -0.2796  -0.2974  -0.2646
H  0.3198  0.2984  -0.2648
H  0.2683  0.303  -0.2657
H  -0.3383  -0.3165  -0.2587
H  0.3173  0.2694  -0.261
H  -0.299  -0.3475  -0.2578
H  -0.2988  -0.2935  -0.2587
H  0.3148  0.3288  -0.267
H  -0.2798  -0.271  0.2724
H  0.3569  0.2984  0.2383
H  -0.3121  -0.3017  0.2629
H  0.3044  0.2423  0.287
H  -0.2731  -0.3388  0.2866
H  0.3591  0.2312  0.285
H  0.2954  0.3349  0.2471
H  -0.2572  -0.3106  0.2676
H  -0.294  -0.3083  0.2764
H  0.2272  0.3362  0.2871
H  -0.3554  -0.2458  0.255
H  0.3298  0.2745  0.2568
H  -0.259  -0.3371  0.2555
H  0.2795  0.3308  0.256
H  0.2393  0.3423  0.2825
H  -0.3601  -0.2733  0.2804

The program warned: the cutoff lies below the one the program advises for these potential files; the forces do not sum to zero within the program's tolerance; empty levels may hold ghost states of the PAW files; the exchange-correlation potential is rough where the density is thin.
